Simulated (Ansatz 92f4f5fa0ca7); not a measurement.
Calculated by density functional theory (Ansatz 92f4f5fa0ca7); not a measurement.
Periodic cell of 220 atoms, Si131O87Al1F1, from a study of silicon, its oxide and their interface. The atomic structure is a simulated model.
Doubt: the cutoff is far below the 930 eV that the study's wrapper takes by default for these files, so forces and energies are approximate.
Doubt: the program's own warning below bears on the result.

Settings: functional PBE; potential files Ansatz PAW; basis plane waves; wave-function cutoff 580 eV; density cutoff ratio 5; exchange-correlation grid ratio 1; k mesh 1 x 1 x 1, Gamma-centred; self-consistency stop 5e-08 eV per atom in the density residual; occupations fixed; spin none; net charge 0.

Cell vectors (angstrom)
a, 10.938, 0, 0
b, 0, 10.938, 0
c, 0, 0, 32.537

Atoms and the computed forces on them: element, x, y, z (angstrom), force x, y, z (eV/angstrom)
Si, -0.2645, 0.2854, 25.1358, -0.0836, 0.1111, -0.1207
Si, 5.6596, -0.2911, 25.1447, 0.0924, -0.1301, -0.1092
Si, 2.3687, 2.9838, 25.0416, -0.1351, 0.1045, -0.1387
Si, 8.4576, 2.5164, 25.096, 0.0998, -0.0832, -0.0807
Si, 0.1249, 5.2388, 24.9141, 0.0561, -0.0979, -0.0601
Si, 5.2208, 5.7771, 25.0654, -0.1058, 0.1469, -0.1455
Si, 2.9703, 8.0065, 25.0138, 0.1182, -0.084, -0.085
Si, 7.9001, 8.4273, 25.0737, -0.1471, 0.0995, -0.1225
Si, 1.3044, 1.4277, 26.4501, -0.0387, 0.0234, 0.0191
Si, 6.8206, 1.3679, 26.3681, 0.0305, -0.028, -0.0133
Si, 4.0432, 4.1264, 26.3034, -0.0263, 0.0251, -0.0018
Si, 9.5763, 4.1186, 26.393, 0.0419, -0.0366, 0.0003
Si, 1.3212, 6.8327, 26.266, 0.0304, -0.0339, -0.0392
Si, 6.7841, 6.8704, 26.4358, -0.0348, 0.0403, 0.023
Si, 4.0742, 9.5324, 26.4476, 0.0374, -0.0428, 0.0074
Si, 9.5218, 9.5799, 26.3701, -0.0303, 0.0245, -0.0013
Si, 2.7113, 0.0229, 27.7477, 0.0076, -0.0041, -0.005
Si, 8.1841, 0.0124, 27.7696, -0.0061, 0.0015, -0.0422
Si, -0.0303, 2.7762, 27.8127, -0.0025, 0.0145, -0.0273
Si, 5.4352, 2.7607, 27.704, 0.013, -0.0058, -0.01
Si, 2.6988, 5.4914, 27.7195, -0.0026, 0.0069, -0.0296
Si, 8.1874, 5.4832, 27.7401, 0.0144, -0.005, -0.0104
Si, -0.0093, 8.2049, 27.7024, 0.0049, 0.0012, -0.0209
Si, 5.4487, 8.2128, 27.8213, -0.0033, 0.0003, -0.026
Si, 4.1018, 1.3673, 29.1187, 0.0117, 0.1135, -0.1733
Si, 9.5708, 1.3673, 29.1187, -0.1498, 0.0098, 0.2601
Si, 1.3673, 4.1018, 29.1187, 0.0976, 0.2626, 0.2148
Si, 6.8362, 4.1018, 29.1187, -0.1261, -0.0159, -0.2321
Si, 4.1018, 6.8362, 29.1187, -0.2906, -0.1935, 0.1822
Si, 9.5708, 6.8362, 29.1187, 0.0453, 0.0502, -0.2096
Si, 1.3673, 9.5708, 29.1187, -0.1179, -0.053, -0.2142
Si, 6.8362, 9.5708, 29.1187, 0.0085, 0.1375, 0.3426
Si, 0, 0, 30.486, -0.0323, -0.0217, -0.0167
Si, 5.469, 0, 30.486, 0.0773, -0.0192, 0.0023
Si, 2.7345, 2.7345, 30.486, 0.0214, 0.041, -0.0183
Si, 8.2035, 2.7345, 30.486, -0.0163, -0.114, 0.002
Si, 0, 5.469, 30.486, 0.0727, 0.0033, -0.0069
Si, 5.469, 5.469, 30.486, -0.0699, -0.0436, -0.0116
Si, 2.7345, 8.2035, 30.486, 0.0196, -0.0664, -0.0038
Si, 8.2035, 8.2035, 30.486, 0.0188, 0.0346, -0.0193
Si, 1.3673, 1.3673, 31.8532, 0.0003, 0.0016, -0.0211
Si, 6.8362, 1.3673, 31.8532, -0.0246, 0.0651, -0.0058
Si, 4.1018, 4.1018, 31.8532, 0.0233, -0.0231, 0.0017
Si, 9.5708, 4.1018, 31.8532, 0.014, 0.0633, -0.0379
Si, 1.3673, 6.8362, 31.8532, -0.087, 0.005, -0.0206
Si, 6.8362, 6.8362, 31.8532, 0.0074, 0.0208, -0.0263
Si, 4.1018, 9.5708, 31.8532, -0.0434, 0.0183, -0.0281
Si, 9.5708, 9.5708, 31.8532, -0.01, -0.01, -0.0064
Si, 2.7345, 0, 0.6835, 0.0444, -0.0409, 0.0285
Si, 8.2035, 0, 0.6835, -0.0013, -0.0114, 0.0093
Si, 0, 2.7345, 0.6835, -0.0237, -0.0277, 0.0118
Si, 5.469, 2.7345, 0.6835, 0.0204, -0.0405, 0.0278
Si, 2.7345, 5.469, 0.6835, 0.0023, 0.0462, 0.001
Si, 8.2035, 5.469, 0.6835, 0.0073, -0.0425, 0.0243
Si, 0, 8.2035, 0.6835, 0.0643, -0.0155, 0.0206
Si, 5.469, 8.2035, 0.6835, -0.0003, -0.004, 0.0171
Si, 4.1018, 1.3673, 2.0507, -0.0489, 0.0791, 0.0027
Si, 9.5708, 1.3673, 2.0507, 0.0581, 0.04, 0.0001
Si, 1.3673, 4.1018, 2.0507, -0.0214, 0.032, 0.0145
Si, 6.8362, 4.1018, 2.0507, -0.0168, 0.0568, 0.0229
Si, 4.1018, 6.8362, 2.0507, -0.0274, -0.0587, -0.0201
Si, 9.5708, 6.8362, 2.0507, -0.0239, 0.0197, 0.0282
Si, 1.3673, 9.5708, 2.0507, -0.091, 0.0094, 0.0122
Si, 6.8362, 9.5708, 2.0507, 0.0707, 0.007, -0.0106
Si, 0, 0, 3.418, 0.1945, 0.1102, -0.3132
Si, 5.469, 0, 3.418, 0.1415, 0.0552, 0.4311
Si, 2.7345, 2.7345, 3.418, 0.2911, -0.2719, 0.0286
Si, 8.2035, 2.7345, 3.418, -0.0676, -0.211, 0.0906
Si, 0, 5.469, 3.418, 0.0001, -0.1873, -0.1343
Si, 5.469, 5.469, 3.418, -0.2184, -0.1261, -0.302
Si, 2.7345, 8.2035, 3.418, 0.258, 0.0804, 0.0264
Si, 8.2035, 8.2035, 3.418, -0.1281, 0.1933, -0.1686
Si, 1.434, 1.2975, 4.7828, 0.016, 0.0205, -0.0053
Si, 6.8671, 1.362, 4.8608, -0.0075, 0.0117, 0.0263
Si, 4.1746, 4.0369, 4.7928, 0.0386, -0.0273, 0.0349
Si, 9.5861, 4.0689, 4.7703, -0.0214, 0.0008, 0.0092
Si, 1.4049, 6.7984, 4.7444, 0.0061, -0.0077, 0.0117
Si, 6.778, 6.8668, 4.733, 0.0004, 0.012, 0.0548
Si, 4.1239, 9.562, 4.8286, -0.0009, 0.0029, 0.0367
Si, 9.56, 9.6183, 4.7455, -0.0432, -0.0319, 0.0098
Si, 2.8201, -0.0232, 6.2704, 0.0015, 0.0252, -0.0064
Si, 8.2659, 0.018, 6.2531, 0.0249, -0.0098, 0.0032
Si, 0.0439, 2.6715, 6.0916, 0.0316, -0.0085, -0.046
Si, 5.5765, 2.7466, 6.3202, -0.0412, 0.0604, -0.0026
Si, 2.7607, 5.402, 6.0871, -0.0027, -0.0344, -0.0004
Si, 8.158, 5.4801, 6.0023, -0.0396, 0.039, -0.0273
Si, 0.047, 8.2354, 5.9842, -0.0179, 0.0248, 0.0236
Si, 5.4617, 8.1912, 6.2312, 0.0301, -0.0178, -0.048
Si, 3.9374, 1.628, 7.6293, -0.0198, 0.0179, 0.0395
Si, 10.0105, 1.093, 7.5262, -0.0276, -0.0288, 0.1363
Si, 1.6157, 3.7985, 7.3839, 0.0939, -0.1103, 0.1628
Si, 6.7282, 4.477, 7.5783, -0.0451, 0.0118, 0.0449
Si, 4.282, 6.52, 7.4541, 0.1285, -0.0933, 0.3137
Si, 9.359, 7.0785, 7.1505, -0.0809, 0.0294, 0.062
Si, 1.1941, 9.6472, 7.4483, 0.019, 0.0507, 0.0523
Si, 7.1546, 9.2789, 7.4947, 0.0583, -0.0292, 0.0506
O, 1.2713, 4.1081, 24.4727, 0.0291, -0.0204, 0.1313
O, 6.7881, 9.564, 24.5795, 0.0257, 0.0019, 0.166
O, 2.75, 2.7285, 7.9257, -0.062, 0.0591, -0.0904
O, 8.3087, 8.1447, 7.8727, 0.0254, -0.0148, -0.0712
O, 5.4906, 5.5021, 7.9814, -0.1331, 0.0987, -0.0549
O, 0.0978, -0.1497, 7.9161, -0.0149, -0.0015, -0.0647
O, 4.1057, 6.8908, 24.5266, 0.0068, -0.0408, 0.1523
O, 9.5569, 1.3853, 24.5679, 0.0097, -0.0164, 0.1781
O, 1.6554, 8.8392, 8.8215, 0.0109, 0.0105, -0.0064
O, 0.9221, 4.2662, 8.8011, 0.0299, -0.0224, -0.1198
O, 9.8166, 1.806, 9.0267, -0.0003, -0.049, -0.0838
O, 6.6083, 9.8263, 8.9639, 0.0024, -0.0402, -0.0247
O, 4.4801, 1.2361, 9.1466, -0.0063, -0.0034, -0.0561
O, 3.456, 6.8932, 8.8428, -0.0352, 0.0557, -0.1451
O, 7.5464, 4.1969, 9.0114, -0.0462, 0.0125, -0.0698
O, 10.064, 6.1962, 8.3185, -0.004, 0.0232, -0.0056
O, 2.8985, 2.1458, 23.723, 0.0209, 0.006, 0.1207
O, 4.8233, 0.2419, 23.8373, -0.0202, 0.0482, 0.0704
O, 7.9154, 3.3063, 23.7559, -0.0287, 0.0154, 0.0718
O, 10.2885, 5.7676, 23.538, 0.0035, -0.0097, 0.1096
O, 8.4236, 7.6774, 23.7112, 0.0134, -0.0077, 0.1141
O, 2.4298, 8.7551, 23.6452, -0.0104, 0.004, 0.1126
O, 6.0334, 5.2509, 23.7281, 0.0068, -0.0309, 0.1086
O, 0.5334, 10.632, 23.8386, 0.0012, -0.0137, 0.1053
Si, 3.1406, 9.2642, 11.9291, -0.2539, 0.1331, -0.2025
Si, 8.2038, 4.7861, 10.3891, -0.0056, -0.0619, 0.0293
Si, 7.0469, 4.7646, 17.4733, 0.069, -0.084, 0.2572
Si, 4.2957, 1.5856, 23.0946, -0.02, -0.0546, -0.1675
Si, 12.393, 3.3225, 19.2499, 0.0533, 0.6325, -0.2297
Si, 7.9528, -2.946, 14.5467, 1.2509, -0.1738, 0.1589
Si, 1.0758, 9.3682, 22.9676, 0.0355, 0.0256, -0.2296
Si, 4.0396, 12.8584, 20.0868, -0.1352, 0.1108, -0.045
Si, -2.3686, 2.9608, 12.6651, 0.0205, 0.0215, 0.0289
Si, -3.9368, 14.1736, 20.1202, 0.0422, -0.0574, -0.0453
Al, 1.09, -4.5405, 18.5155, 0.2098, 0.0922, 0.3944
Si, 0.8088, 11.1786, 12.45, -0.0473, 0.0209, 0.0607
Si, 10.2675, 9.8009, 14.8471, 0.3495, -0.0242, 0.1873
Si, -6.0557, 3.1599, 16.0239, -0.0454, 0.027, 0.2099
Si, 7.1576, 10.2452, 10.4437, 0.1235, 0.117, -0.0178
Si, 0.658, 17.7017, 15.4738, 0.3267, 0.0758, 0.8065
Si, -1.3906, 4.2222, 15.4308, 0.1213, 0.028, 0.2095
Si, 0.0005, 5.4317, 9.427, -0.0444, 0.0014, 0.0018
Si, 5.01, 7.486, 13.4816, -0.9254, -0.4687, -0.5612
Si, 6.5468, 3.8567, 23.0623, 0.0089, 0.029, -0.1338
Si, 7.4178, 7.7096, 17.4164, 0.1992, -0.2073, 0.5993
Si, 9.7892, 1.098, 10.5036, 0.0215, -0.0601, 0.0327
Si, 2.1466, 11.5964, 18.1896, -0.1356, 0.0166, 0.2836
Si, 9.7856, 1.887, 19.7575, 0.1486, 0.0506, 0.1092
Si, 4.5844, 0.7811, 10.7022, -0.0193, 0.0243, 0.0239
Si, 2.9894, 2.2192, 12.9928, -0.1292, 0.0472, 0.0255
Si, 2.2022, 7.5441, 9.6531, 0.1466, -0.0161, 0.0304
Si, 5.8547, 9.6489, 15.6287, -0.2329, 0.7744, 0.7807
Si, 3.1292, 5.0612, 14.3712, -0.3456, -0.1311, 0.1956
Si, 9.6871, 7.1366, 22.8275, -0.0193, 0.0192, -0.2171
Si, 11.2501, 10.2171, 20.23, -0.0274, -0.1639, -0.139
Si, 7.3233, -3.5931, 11.7737, 0.0724, -0.0066, -0.3293
Si, -1.4281, 7.5596, 19.7661, 0.542, -0.3457, -0.2369
Si, 3.5677, 0.5634, 15.7447, -0.2409, 0.2368, 0.2199
Si, 9.6015, 12.3818, 16.5621, 0.1131, 0.0542, 0.2885
Si, 7.0366, 1.5212, 14.7791, 0.1531, 0.2845, 0.0953
O, 4.2919, 10.008, 15.7659, 0.2811, -0.2741, -0.1783
O, 10.1932, -0.0516, 16.1065, -0.0539, -0.0275, -0.1519
O, 8.5955, 0.0142, 10.4041, -0.033, -0.0684, 0.0238
O, 0.1212, 8.3212, 14.9658, -0.2241, 0.2196, -0.1921
O, 4.3463, -4.7741, 14.1176, 0.3425, 0.4334, -0.0587
O, 2.8312, 13.9808, 20.1533, 0.1512, -0.1733, 0.0802
O, 1.8149, 6.0253, 14.5016, 0.2215, -0.1514, -0.2402
O, -1.7764, 14.8423, 13.8565, -0.0388, -0.0178, -0.0886
O, -2.8947, 1.5783, 16.0494, -0.1277, -0.0499, -0.137
O, -1.0924, 4.7773, 10.4451, 0.0427, 0.0236, -0.0139
O, 10.3681, -4.4479, 18.9484, -1.227, 0.307, 0.3746
O, 8.3141, 7.4333, 16.0288, -0.3373, 0.1055, -0.4399
O, -3.1933, 1.7216, 13.3348, -0.0421, -0.0375, 0.0231
O, 3.3883, 12.1661, 14.26, 0.0574, -0.036, -0.0254
O, 1.3414, 9.9101, 21.4616, 0.0127, 0.0239, 0.171
O, 8.1724, 7.1123, 13.1931, -0.2576, 0.1536, 0.2892
O, 8.2836, 2.2314, 20.326, -0.0718, 0.023, -0.0069
O, 10.2423, 8.9911, 19.9706, -0.0471, 0.1027, 0.05
O, 4.1084, 1.1959, 21.5421, 0.0305, -0.0136, 0.1343
O, -3.5784, 8.9102, 11.3708, -0.0507, -0.0352, 0.0531
O, 6.7998, 4.1055, 21.4838, -0.0104, 0.0163, 0.0875
O, 8.1852, 7.9414, 18.8175, -0.3096, 0.1118, -0.3173
O, 12.133, 10.4945, 18.8927, 0.0238, 0.0865, -0.047
O, 6.5549, 6.3326, 17.518, -0.0153, 0.1214, -0.1574
O, -2.7229, 4.5137, 16.3567, -0.0383, 0.0223, -0.1153
O, 9.6402, 2.2173, 11.6818, 0.013, -0.0324, -0.0134
O, 10.6872, 10.7933, 13.618, 0.0808, -0.0613, -0.1323
O, 5.9124, 2.7241, 14.811, 0.0253, -0.0608, -0.0692
O, 6.4397, 10.941, 14.8577, -0.0909, -0.424, -0.0816
O, -0.5231, 16.5406, 15.4357, -0.1408, -0.0801, -0.1893
O, -2.2314, -1.5247, 14.4376, -0.416, -0.1586, -0.1049
O, 4.0176, 1.9083, 11.7474, -0.0066, -0.0343, -0.0048
O, -7.3612, 11.7047, 19.0059, 0.0577, 0.0006, -0.0373
O, 2.7735, 7.9219, 11.1275, 0.005, 0.1124, -0.054
O, 5.7792, 6.9779, 12.1567, 0.0403, 0.1463, 0.3213
F, 2.0029, -3.5993, 19.5271, 0.5342, 0.5999, 0.6644
O, 6.1876, 8.2744, 14.5501, -0.0585, 0.0294, -0.0244
O, 9.1635, 6.9789, 21.2824, -0.0359, -0.0054, 0.2797
O, 1.4729, 12.6647, 12.6394, 0.0698, -0.0253, 0.0103
O, -0.0555, 8.2184, 22.9372, -0.0212, -0.0169, 0.0875
O, 6.5262, 9.0709, 17.0079, -0.1559, -0.0146, -0.5402
O, -3.4522, 4.2779, 18.9553, -0.0358, 0.0315, -0.0661
O, 2.2455, 0.2173, 16.609, 0.1435, -0.0336, -0.2459
O, -0.0235, 3.0704, 19.9775, -0.1288, -0.1305, 0.0255
O, 1.5668, 4.7718, 18.613, 0.2002, -1.4731, 0.166
O, 3.7883, 10.3077, 10.872, -0.0609, -0.1667, 0.1327
O, 5.4003, 2.746, 23.314, 0.0039, 0.002, 0.067
O, 3.6477, 4.1648, 15.6426, 0.0398, 0.0202, -0.1364
O, 5.5638, 13.4321, 19.7715, 0.0377, 0.0079, -0.0061
O, -3.2671, 3.9122, 11.6693, -0.0094, 0.0349, -0.0355
O, 4.079, 8.7726, 13.1777, 0.4295, -0.2263, 0.2365
O, 6.1266, 0.4005, 11.0831, 0.0283, -0.0159, -0.0083
O, 9.5968, 1.4841, 18.1751, -0.0509, -0.0161, -0.1712
O, -0.6411, 13.7797, 15.9796, -0.0386, -0.0249, -0.1148
O, 4.3754, 1.7139, 16.5915, 0.0459, -0.0622, -0.113
O, 1.493, 13.0807, 18.1022, 0.0214, -0.1523, -0.0886
O, 5.7138, -7.0269, 17.1624, -0.0143, -0.0076, -0.1141
O, 1.0064, 6.5241, 10.0768, 0.0155, -0.0057, 0.0098
O, 1.2843, 6.9805, 16.9198, -0.1149, 0.3089, -1.6293
O, 1.8796, 9.973, 12.6263, 0.1369, -0.0345, -0.0965
O, 7.7856, 6.3636, 10.5904, -0.0387, 0.0827, 0.0841
O, 11.1157, 0.2373, 10.9414, -0.0236, 0.0417, 0.0541
O, 10.3195, 11.5177, 20.5742, 0.0031, 0, 0.0039
O, 2.9698, 3.8553, 13.2312, 0.0615, 0.0307, 0.0132

Results
free energy: -135997.195 eV
free energy less fixed offsets of Al -1619.15, F -1619.15, O -568.88, Si -635.61 eV per atom: -1.425 eV

The program warned: the cutoff lies below the one the program advises for these potential files; the model core charge is not resolved on the grid; the forces do not sum to zero within the program's tolerance; the exchange-correlation potential is rough where the density is thin.
